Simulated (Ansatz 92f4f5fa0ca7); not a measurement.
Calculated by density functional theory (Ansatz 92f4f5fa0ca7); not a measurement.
Periodic cell of 251 atoms, Si165O86, from a study of silicon, its oxide and their interface. The atomic structure is a simulated model.
Doubt: the cutoff is far below the 930 eV that the study's wrapper takes by default for these files, so forces and energies are approximate.
This geometry differs little from another in the collection (a relaxation step or a small displacement).

Settings
functional: PBE
potential files: Ansatz PAW
basis: plane waves
wave-function cutoff: 580 eV
density cutoff ratio: 5
exchange-correlation grid ratio: 1
k mesh: 1 x 1 x 1, Gamma-centred
self-consistency stop: 5e-08 eV per atom in the density residual
occupations: fixed
spin: none
net charge: 0

Cell vectors (angstrom)
a 10.938 0 0
b 0 10.938 0
c 0 0 37.3016

Atoms: element, x, y, z (angstrom)
Si 0 0 0.683
Si 5.469 0 0.683
Si 2.7345 2.7345 0.683
Si 8.2035 2.7345 0.683
Si 0 5.469 0.683
Si 5.469 5.469 0.683
Si 2.7345 8.2035 0.683
Si 8.2035 8.2035 0.683
Si 1.3673 1.3673 2.0503
Si 6.8362 1.3673 2.0503
Si 4.1018 4.1018 2.0503
Si 9.5708 4.1018 2.0503
Si 1.3673 6.8362 2.0503
Si 6.8362 6.8362 2.0503
Si 4.1018 9.5708 2.0503
Si 9.5708 9.5708 2.0503
Si 2.7345 0 35.2501
Si 8.2035 0 35.2501
Si 0 2.7345 35.2501
Si 5.469 2.7345 35.2501
Si 2.7345 5.469 35.2501
Si 8.2035 5.469 35.2501
Si 0 8.2035 35.2501
Si 5.469 8.2035 35.2501
Si 4.1018 1.3673 36.6173
Si 9.5708 1.3673 36.6173
Si 1.3673 4.1018 36.6173
Si 6.8362 4.1018 36.6173
Si 4.1018 6.8362 36.6173
Si 9.5708 6.8362 36.6173
Si 1.3673 9.5708 36.6173
Si 6.8362 9.5708 36.6173
Si 0.1051 -0.6622 26.847
Si 5.8473 -0.4795 26.7923
Si 2.3355 3.3894 27.3094
Si 7.7451 3.2483 27.1309
Si 0.5886 5.0849 27.2733
Si 5.9676 4.9594 27.0653
Si 2.4819 8.1498 27.1864
Si 8.1407 8.2363 27.1328
Si 1.4776 1.5598 28.4769
Si 6.8204 1.3139 28.1952
Si 4.217 4.1656 28.4618
Si 9.6188 4.1017 28.351
Si 1.4128 6.743 28.7086
Si 6.8823 6.7058 28.3684
Si 4.174 9.4652 28.2258
Si 9.6234 9.4269 28.4863
Si 2.8307 -0.0228 29.6552
Si 8.2454 0.028 29.6668
Si -0.0182 2.7504 29.8362
Si 5.4714 2.6157 29.7159
Si 2.9145 5.48 29.9464
Si 8.2989 5.4619 29.7837
Si 0.004 8.1384 29.9293
Si 5.5036 8.1374 29.7014
Si 4.1268 1.3081 31.1362
Si 9.5601 1.3547 31.1497
Si 1.4209 4.0946 31.1757
Si 6.8716 4.0421 31.0692
Si 4.2051 6.8903 31.2459
Si 9.5662 6.8031 31.254
Si 1.4338 9.5897 31.1119
Si 6.8767 9.5636 31.0448
Si 0.0256 -0.0074 32.4891
Si 5.5075 -0.0425 32.4836
Si 2.7573 2.6877 32.5143
Si 8.1995 2.7156 32.512
Si 0.0416 5.4466 32.555
Si 5.5423 5.4316 32.5089
Si 2.7666 8.2369 32.5368
Si 8.1902 8.2209 32.5181
Si 1.3661 1.3599 33.884
Si 6.8322 1.3549 33.8755
Si 4.1145 4.0958 33.8663
Si 9.5705 4.0881 33.8841
Si 1.3852 6.8539 33.8895
Si 6.8469 6.8359 33.889
Si 4.125 9.587 33.8935
Si 9.5815 9.576 33.8719
Si 2.7105 -0.0026 3.4199
Si 8.1954 -0.0127 3.4174
Si -0.0159 2.7178 3.4228
Si 5.4368 2.7301 3.4126
Si 2.7201 5.4557 3.4048
Si 8.188 5.4766 3.4218
Si -0.0009 8.2267 3.4179
Si 5.4614 8.1885 3.4195
Si 4.0379 1.3886 4.7837
Si 9.5401 1.3565 4.7978
Si 1.3498 4.0976 4.7724
Si 6.7722 4.123 4.767
Si 4.0506 6.84 4.7697
Si 9.5337 6.8959 4.765
Si 1.3319 9.6043 4.8201
Si 6.8206 9.5651 4.7847
Si -0.0469 0.0158 6.2342
Si 5.4027 -0.0089 6.0881
Si 2.6605 2.7244 6.2055
Si 8.1109 2.7207 6.093
Si -0.0221 5.5173 6.0534
Si 5.3725 5.4637 6.152
Si 2.7067 8.2173 6.1481
Si 8.1829 8.2338 6.2061
Si 1.2743 1.412 7.6455
Si 6.7378 1.3357 7.4561
Si 4.0275 4.0855 7.5714
Si 9.4903 4.1741 7.3211
Si 1.3207 6.8441 7.4737
Si 6.7183 6.8793 7.4845
Si 4.0683 9.6046 7.508
Si 9.5305 9.6044 7.653
Si 2.7086 -0.0128 8.9479
Si 8.1153 0.1031 8.9405
Si -0.1943 2.9162 8.8253
Si 5.365 2.6371 8.8903
Si 2.6723 5.5155 8.8825
Si 8.0068 5.3693 8.6967
Si 0.0751 8.2367 8.9291
Si 5.4888 8.3178 8.9198
Si 4.2743 1.062 10.3068
Si 8.9287 2.0241 10.0426
Si 0.9987 4.4528 10.1722
Si 7.1032 3.6684 10.0155
Si 3.921 7.08 10.1361
Si 10.0346 6.8975 10.5782
Si 1.6832 9.2728 10.2773
Si 6.6305 9.8712 10.3915
O -1.2089 -0.4793 13.1334
O -20.9401 9.821 11.638
O 1.5656 3.4378 11.3275
O 20.3816 23.516 11.5594
O 9.5698 7.7293 11.9422
O 17.5437 48.0753 11.4727
O 7.3695 9.3384 11.7927
O 3.4827 1.6171 11.6534
O 5.4315 -0.0039 10.8508
O 0.1023 5.6334 10.9427
O 2.8161 8.1553 10.7716
O 5.6357 5.4468 13.688
O 2.8766 7.1055 25.9236
O 5.4146 10.6309 25.1952
O 6.761 5.8858 21.6323
O 1.3791 9.2574 26.6119
O 8.9231 7.5791 25.8216
O -0.6816 10.5141 25.4406
O 0.512 5.8322 25.7657
O 3.294 12.0071 25.2564
Si 0.37 -1.2735 18.1743
Si 12.6458 -3.035 20.3457
Si 6.0295 5.7106 12.1301
Si 4.6258 0.8786 21.2348
Si 13.5994 -5.2731 16.221
Si 4.0948 0.0246 24.2877
Si 1.5618 4.0943 23.1116
Si 6.1834 6.9222 22.7553
Si 8.4712 7.5128 15.7152
Si 1.9038 -1.8671 23.2225
Si 4.599 4.2608 14.0669
Si 7.2265 2.2711 20.1294
Si 9.2235 12.0369 13.0625
Si 1.7169 6.5318 24.8894
Si -2.857 -2.8626 12.5925
Si 5.9867 4.9335 20.5704
Si -2.9017 0.868 22.3773
Si -3.5513 3.2425 24.1001
Si 9.5771 4.9537 22.6257
Si 10.2371 10.2914 23.8342
Si 5.5223 4.6511 24.685
Si 0.1398 4.4248 17.4749
Si 2.9904 2.6761 25.2032
Si -2.4899 4.4992 15.9837
Si 8.3747 8.4817 18.6389
Si 6.9665 2.3458 14.5986
Si 13.6181 2.8614 12.3419
Si 3.3845 3.4837 20.687
Si 10.0778 -4.6926 19.894
Si 0.8532 1.5812 14.4578
Si 10.9301 1.5717 17.3899
Si -4.6263 9.4861 20.9639
Si 0.6023 7.9882 15.5179
Si 8.837 7.5742 24.1864
Si 0.3645 9.9223 13.1533
Si 3.7152 5.8014 18.989
Si 7.884 12.9356 17.255
O 2.1368 3.9243 21.6106
O 4.7379 6.3089 11.3334
O 7.9694 3.65 14.6714
O -0.0338 4.1436 23.0199
O 7.2882 1.53 18.683
O 9.7573 -1.5692 18.6254
O 4.9501 -0.5871 20.5604
O 11.2008 7.1865 20.6215
O 2.2517 -2.3121 21.6974
O 11.4952 0.3393 18.2708
O 7.2686 -3.4499 23.8036
O 3.6332 4.8084 15.2433
O -8.0978 -4.1149 19.9056
O 9.444 11.487 23.1079
O 8.4686 1.7636 21.0557
O 3.2535 -1.3461 23.9882
O -0.1529 5.5426 18.6091
O 9.3563 1.3301 16.9988
O 0.5586 8.5487 13.9909
O 3.441 1.8337 20.5992
O 7.0981 -1.5336 26.6099
O 1.6071 -6.3255 16.8397
O 9.4635 -2.0362 23.5161
O 1.2422 11.0186 13.9741
O 11.8695 1.7143 16.0654
O 8.6883 6.3047 9.8862
O 11.6822 9.1613 16.6546
O 7.8897 3.6476 17.2729
O 8.7788 7.0484 19.3165
O 13.1717 5.4201 23.8152
O 4.7632 4.1278 21.3294
O 7.2721 10.4135 21.9322
O 1.4662 -1.9316 19.1764
O 1.9627 2.5315 13.7625
O 6.9318 1.5255 16.0212
O 11.7417 10.2704 23.2069
O 4.2898 3.5568 24.6958
O 15.3366 0.7142 22.8416
O 7.9243 8.3387 17.0459
O 1.2285 7.8169 24.0202
O 8.109 8.2025 14.2505
O -0.6793 1.9432 14.0081
O 0.6176 0.826 27.2636
O 0.079 2.9707 18.2203
O 5.7166 8.2242 21.8563
O 5.196 5.9975 23.7228
O 3.5914 -4.7005 17.4333
O 5.3023 5.8599 19.4036
O 3.2087 4.241 19.239
O -2.6146 4.028 23.0299
O -1.3802 -5.732 21.0182
O -3.0862 -4.9352 15.8513
O 7.0735 -7.0557 19.9656
O 3.7421 4.0261 12.7027
O 7.6533 1.3367 13.4937
O 1.8365 6.9137 15.5554
O 7.1693 9.0869 19.5988
O 5.9491 1.7516 20.9544
O 8.1723 3.0088 25.5338
O 5.4327 2.8687 14.3609
O 7.1963 6.7966 12.1936
O -0.8483 7.3112 15.8174
O 7.1393 12.6865 23.4449
O -0.8721 4.5085 16.1871
O 9.5893 6.3142 23.5098
O -9.0685 2.7921 24.0243

Results
free energy: -153801.945 eV
free energy less fixed offsets of O -568.88, Si -635.61 eV per atom: -2.615 eV

Forces (eV/angstrom), in the order of the atoms: element, x, y, z
Si -0.0315 0.0447 -0.0136
Si -0.0088 0.0264 -0.0094
Si 0.0063 0.0379 0.0063
Si -0.0077 0.0395 0.0017
Si -0.0122 0.0689 0.0033
Si -0.0017 0.0166 -0.009
Si -0.0086 -0.018 -0.0024
Si 0.0098 0.0066 0.0066
Si -0.1114 -0.0123 -0.0552
Si -0.0627 0.0052 0.0764
Si -0.0687 0.0253 -0.1574
Si -0.0602 0.0096 0.1023
Si -0.0881 0.0324 0.0296
Si -0.0621 -0.0262 -0.0881
Si -0.0436 -0.0094 0.0969
Si -0.0057 0.0559 -0.1014
Si 0.0566 0.0309 0.0507
Si 0.071 0.04 -0.0514
Si -0.0287 -0.0614 0.0333
Si -0.0053 -0.0766 -0.0517
Si 0.1275 -0.0071 -0.0828
Si 0.1398 0.0236 0.0256
Si -0.007 0.0226 0.0036
Si -0.0135 -0.0913 0.0503
Si -0.0516 0.0241 0.0139
Si 0.0278 -0.0279 0.015
Si -0.0036 -0.0303 -0.0128
Si -0.0016 -0.0097 -0.015
Si 0.0217 -0.0225 0.0142
Si -0.0025 -0.0535 0.0077
Si 0.0016 -0.0175 0.0064
Si 0.044 -0.0624 -0.0046
Si 0.0021 -0.004 -0.0083
Si -0.0066 0.0046 -0.0003
Si -0.0004 -0.0042 0.0027
Si 0.0055 -0.004 0.0088
Si -0.0109 0.0016 -0.0112
Si -0.0033 0.0087 0.0091
Si 0.0046 0.0084 -0.0076
Si 0.0077 -0.0093 -0.0067
Si -0.0037 -0.0093 0.0018
Si -0.0025 -0.0026 0.0007
Si 0.0029 0.0037 0.0053
Si 0.0029 0.0041 0.0051
Si 0.005 0.0019 0.0067
Si -0.0019 0.0006 0.0027
Si -0.0033 -0.0017 0.0028
Si -0.0083 0.0035 0.0054
Si 0.0024 -0.0024 -0.0029
Si 0 -0.0041 0.0009
Si 0.001 0.0009 -0.0061
Si -0.001 -0.0019 0.0022
Si 0.0028 -0.0057 0.0045
Si 0.0015 0.0015 -0.0019
Si -0.0006 -0.0027 0.0117
Si 0.005 -0.0003 -0.0009
Si 0.0046 0.0038 0.0036
Si 0.0006 -0.0057 0.0029
Si 0.0087 0.0042 0.0005
Si -0.0033 -0.0015 -0.0026
Si -0.0014 -0.0026 0.0035
Si 0.0018 0.0047 0.0006
Si 0.0012 -0.0023 -0.0047
Si 0.0014 0.0011 -0.0012
Si -0.0026 0.0023 0.0022
Si -0.003 -0.0006 -0.0022
Si -0.0032 -0.0011 -0.0008
Si 0.0001 0 0.0011
Si -0.0006 0.0033 -0.0011
Si -0.0002 0.0041 0.0006
Si 0.0039 0.0006 0.0014
Si 0.0047 0.0001 -0.0018
Si 0.0038 0.0001 0.0001
Si 0.0012 -0.0003 0.0011
Si -0.0009 -0.0002 -0.0008
Si 0.0026 -0.0005 0.0026
Si -0.0027 -0.0005 0.0001
Si -0.0016 -0.002 0
Si -0.0002 -0.0002 0.0024
Si -0.0017 -0.0018 -0.0008
Si 0.0001 0.0028 0.0003
Si -0.0002 0.0004 -0.0016
Si 0.0011 -0.0004 -0.0015
Si 0.0007 0.0041 0.0017
Si 0.0011 0.0011 -0.0012
Si -0.001 0.0008 0.0011
Si -0.0018 -0.0002 0.0007
Si 0.0002 0.0004 -0.0021
Si 0.0035 -0.0041 0.0012
Si 0.0019 0.003 0.0045
Si 0.0004 0.0017 0.0016
Si -0.0005 -0.0035 0.0047
Si -0.0004 -0.0012 0.0026
Si 0.0026 -0.0005 -0.0008
Si 0.002 -0.0002 0.0029
Si -0.0011 -0.0007 0.0019
Si 0.001 -0.0012 -0.0011
Si -0.0025 0.0077 -0.0001
Si 0.0027 0 0.0038
Si -0.0029 0.0072 -0.0031
Si -0.0003 -0.0012 -0.0003
Si 0.0018 -0.0005 0.0018
Si -0.0044 -0.0023 -0.0043
Si -0.0008 -0.0025 0.0091
Si -0.0026 0.0005 0.0038
Si -0.0005 -0.0028 0.0071
Si 0.0028 -0.0001 -0.0014
Si 0.0051 -0.009 -0.001
Si 0.0037 -0.0017 -0.0064
Si 0.0012 -0.0037 -0.0034
Si 0.0052 -0.0026 0.0003
Si -0.0022 -0.0007 0.0012
Si 0 0.0093 -0.0034
Si -0.0044 0.0024 -0.0001
Si 0.0028 0.0038 -0.0012
Si 0.0015 -0.0011 -0.0093
Si 0.0041 0.0011 0.002
Si 0.0013 0.0181 0.0042
Si -0.0056 0.0075 0.0012
Si 0.0012 0.0048 0.0074
Si -0.0042 0.007 -0.0011
Si -0.0014 -0.0018 -0.0144
Si 0.0063 -0.0063 0.0067
Si 0.0023 -0.0042 -0.0065
Si 0.0123 -0.0074 -0.0048
Si -0.0113 -0.0049 -0.0016
Si -0.0059 0.0039 0.0019
Si 0.0122 -0.0128 -0.0092
O -0.0015 0.0019 -0.0013
O 0.0008 0.0015 -0.0037
O -0.0023 0.0015 -0.0035
O 0.0037 -0.0041 0.0151
O -0.001 0.001 -0.001
O -0.0025 0.0057 0.0141
O 0.0003 -0.0004 0.0027
O -0.0012 -0.0015 0.0059
O 0.0021 -0.001 -0.0004
O 0.0009 0.0011 -0.0049
O 0.0011 -0.0007 0.0026
O -0.001 -0.0004 0.0031
O 0.0032 -0.0029 0.001
O 0.0041 -0.0028 0.0078
O 0.0005 -0.0005 0.0052
O 0.001 0.0024 0.0026
O -0.0017 0.0006 0.0074
O 0.0018 0.0006 0.0043
O -0.0005 -0.0057 0.0075
O -0.0007 0.0065 0.0041
Si 0.0005 0.0006 -0.0019
Si 0.0027 0.0017 -0.0008
Si 0.0049 0.0069 -0.0033
Si 0.0011 0.0005 -0.0008
Si 0.0017 0.0003 0.0032
Si 0.0013 -0.0049 -0.008
Si -0.0012 0.005 -0.0043
Si 0.0025 0.0025 -0.0051
Si 0.0017 0.0004 -0.0002
Si 0.0013 -0.0026 0.0005
Si 0.0022 0.0025 -0.0002
Si 0.0003 0.0002 -0.0018
Si 0.0046 -0.0002 0.001
Si -0.0017 0.0075 -0.0005
Si -0.0017 -0.0021 -0.0018
Si 0.0021 0.0005 -0.0031
Si 0.0017 -0.0012 -0.0031
Si 0.0073 -0.0027 -0.008
Si 0.0005 0.0044 -0.0062
Si -0.0004 -0.0005 0.0021
Si 0.0047 0.013 -0.0086
Si 0.0017 -0.0017 0.0005
Si -0.0049 -0.0084 -0.0076
Si 0.0018 0.0016 0.0018
Si 0.0006 0.0013 -0.0005
Si 0.0012 0.0007 0.0032
Si -0.004 0.0021 0.0008
Si 0.0029 0.0003 -0.004
Si -0.0016 -0.002 -0.0004
Si 0.0022 0.0001 0.0016
Si 0.003 -0.0007 0.0003
Si 0.0012 -0.0008 -0.0032
Si -0.0002 0.0009 0.0005
Si 0.0051 0.0021 -0.0003
Si 0.0029 0.0007 0.0068
Si 0.0027 0 -0.0002
Si 0.0027 0.0013 0.0017
O 0.0014 -0.0008 0.0036
O 0.0036 -0.0039 0.003
O 0.0014 -0.0007 -0.0016
O 0.005 -0.0016 0.003
O 0.0014 -0.0008 0.0003
O 0.0008 -0.0001 0.0011
O 0.001 -0.0005 0.0025
O 0.0008 -0.0006 0.0024
O 0.001 -0.0005 0.0001
O 0.0009 0.0014 0.0004
O -0.0032 -0.0015 0.0012
O 0.0006 0.0009 0.0009
O 0.0004 -0.0004 0.0014
O -0.0015 0.0022 -0.0001
O 0.0024 -0.0002 0.0032
O 0 -0.0002 0.0014
O 0.0013 0.0004 0.0033
O 0.002 0.0005 -0.0001
O 0.0012 0.0003 0.0004
O -0.0003 0.0009 0.0012
O -0.0056 0.0039 -0.0007
O 0.0022 0.0005 0
O 0.0003 -0.0016 0.0013
O 0.0006 0.001 -0.0008
O 0.0005 0.0002 0.0011
O 0.0096 -0.0023 -0.0017
O 0.0018 0.0001 0.001
O 0.0005 -0.0005 0.0009
O 0.0029 -0.001 0.0004
O 0.0012 -0.0061 0.0003
O 0.001 0 0.0036
O 0.0012 -0.0005 0.0025
O 0.0024 -0.0003 0.0022
O -0.0007 -0.0004 0.0003
O 0.0003 -0.0003 -0.0009
O 0.0023 0.0003 0.0009
O -0.0043 -0.0017 -0.0023
O 0.0009 0.0001 0.0029
O 0.002 0 0.0006
O 0.0028 -0.0001 0.002
O 0.0016 -0.0002 0.0026
O -0.0003 0.001 -0.0013
O 0.0053 0.0089 0.0038
O 0.0017 0.0007 0.0008
O 0.0007 -0.0005 0.0034
O 0.0044 -0.0102 0.0105
O 0.0004 -0.0004 0
O 0.0005 0 0.0017
O 0.0001 -0.0005 0.0021
O -0.0013 -0.002 0.0059
O 0.0027 0.0024 0.0006
O 0.0007 -0.0005 -0.0005
O 0.0014 0 0.0022
O 0.0039 0.0022 0.0023
O 0.0013 0.0012 0.0002
O 0.0026 -0.0006 -0.0005
O 0.0016 0.0001 0.0013
O 0.0006 -0.0003 0.0011
O -0.0015 0.0004 -0.0069
O 0.003 0 0.0003
O -0.0031 -0.001 -0.0024
O 0.0007 0.0001 -0.0002
O 0.0003 0.0019 0.0044
O 0.0031 0.0008 0.0012
O 0.0004 -0.0037 0.0011
O 0.0043 0.0007 0.0048

The program warned: the cutoff lies below the one the program advises for these potential files; the forces do not sum to zero within the program's tolerance; the exchange-correlation potential is rough where the density is thin.
